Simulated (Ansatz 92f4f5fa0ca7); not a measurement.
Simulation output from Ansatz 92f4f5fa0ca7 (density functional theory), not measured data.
Periodic cell of 360 atoms, Si240O120, from a study of silicon, its oxide and their interface. The atomic structure is a simulated model.
Doubt: the cutoff is far below the 930 eV that the study's wrapper takes by default for these files, so forces and energies are approximate.
This geometry differs little from another in the collection (a relaxation step or a small displacement).

Settings: functional PBE; potential files Ansatz PAW; basis plane waves; wave-function cutoff 580 eV; density cutoff ratio 5; exchange-correlation grid ratio 1; k mesh 1 x 1 x 1, Gamma-centred; self-consistency stop 5e-08 eV per atom in the density residual; occupations fixed; spin none; net charge 0.

Cell vectors (angstrom)
a  11.6015  0  0
b  0  13.3963  0
c  0  0  41.1578

Atoms and the computed forces on them: element, x, y, z (angstrom), force x, y, z (eV/angstrom)
Si  0  2.2327  1.1851  -0.0291  -0.0046  -0.0332
Si  3.8672  2.2327  1.1851  -0.007  0.0123  0.0334
Si  7.7343  2.2327  1.1851  0.0101  -0.0883  -0.0389
Si  1.9336  5.5818  1.1851  0.0158  0.0088  -0.0185
Si  5.8008  5.5818  1.1851  -0.05  0.0053  -0.0163
Si  9.6679  5.5818  1.1851  -0.0006  -0.0708  0.0178
Si  0  8.9308  1.1851  0.0077  0.0373  0.0789
Si  3.8672  8.9308  1.1851  -0.0043  0.0636  0.0005
Si  7.7343  8.9308  1.1851  -0.0405  -0.0392  -0.0074
Si  1.9336  12.2799  1.1851  0.0337  0.0264  0.043
Si  5.8008  12.2799  1.1851  0.0015  -0.0047  0.0128
Si  9.6679  12.2799  1.1851  0.0049  -0.0153  0.018
Si  1.9336  1.1164  1.9745  -0.1158  0.0142  -0.025
Si  5.8008  1.1164  1.9745  0.1524  0.0561  -0.0261
Si  9.6679  1.1164  1.9745  -0.0929  0.152  0.0017
Si  0  4.4654  1.9745  -0.071  0.0036  -0.0049
Si  3.8672  4.4654  1.9745  0.0891  0.0098  0.0181
Si  7.7343  4.4654  1.9745  0.1303  0.1017  -0.0365
Si  1.9336  7.8145  1.9745  0.0719  -0.1152  -0.0278
Si  5.8008  7.8145  1.9745  0.1384  -0.0847  0.0027
Si  9.6679  7.8145  1.9745  -0.1199  0.0858  -0.0548
Si  0  11.1635  1.9745  -0.1721  -0.0056  -0.0122
Si  3.8672  11.1635  1.9745  0.0796  -0.0783  -0.0086
Si  7.7343  11.1635  1.9745  0.0323  0.0065  -0.0264
Si  1.9336  1.1164  4.3426  -0.2597  0.1099  -0.3813
Si  5.8008  1.1164  4.3426  0.4067  0.1139  -0.2766
Si  9.6679  1.1164  4.3426  -0.1918  0.3636  0.1622
Si  0  4.4654  4.3426  -0.2141  0.0267  -0.1308
Si  3.8672  4.4654  4.3426  0.2472  0.0263  -0.3649
Si  7.7343  4.4654  4.3426  0.429  0.2116  0.4941
Si  1.9336  7.8145  4.3426  0.1864  -0.2159  -0.2461
Si  5.8008  7.8145  4.3426  0.3256  -0.2194  0.088
Si  9.6679  7.8145  4.3426  -0.3181  0.185  0.682
Si  0  11.1635  4.3426  -0.4301  0.0234  0.1052
Si  3.8672  11.1635  4.3426  0.2245  -0.1256  -0.3805
Si  7.7343  11.1635  4.3426  0.0259  -0.0493  0.3122
Si  0  0  36.8172  -0.1783  0.0559  0.2664
Si  3.8672  0  36.8172  0.1843  -0.2524  -0.1223
Si  7.7343  0  36.8172  0.4059  -0.2035  -0.338
Si  1.9336  3.3491  36.8172  -0.5587  -0.0119  0.257
Si  5.8008  3.3491  36.8172  0.3618  0.0262  0.0986
Si  9.6679  3.3491  36.8172  -0.2257  -0.2087  -0.4378
Si  0  6.6981  36.8172  0.3292  -0.2055  0.3165
Si  3.8672  6.6981  36.8172  0.0456  0.3276  0.3016
Si  7.7343  6.6981  36.8172  -0.5088  -0.3397  -0.2099
Si  1.9336  10.0472  36.8172  0.215  -0.0934  0.0394
Si  5.8008  10.0472  36.8172  0.0819  -0.0759  -0.4825
Si  9.6679  10.0472  36.8172  -0.5199  0.3892  0.2212
Si  0  0  39.1854  -0.0822  0.0557  0.0142
Si  3.8672  0  39.1854  0.0796  -0.0752  0.0219
Si  7.7343  0  39.1854  0.1588  -0.0834  0.0291
Si  1.9336  3.3491  39.1854  -0.2206  0.0288  0.0081
Si  5.8008  3.3491  39.1854  0.1234  0.0211  0.0053
Si  9.6679  3.3491  39.1854  -0.1122  -0.112  0.0207
Si  0  6.6981  39.1854  0.1281  -0.067  -0.0018
Si  3.8672  6.6981  39.1854  0.031  0.1355  0.008
Si  7.7343  6.6981  39.1854  -0.1937  -0.1359  0.006
Si  1.9336  10.0472  39.1854  0.0835  0.0139  0.0227
Si  5.8008  10.0472  39.1854  0.0494  -0.0213  0.0279
Si  9.6679  10.0472  39.1854  -0.206  0.1388  0.0375
Si  0  2.2327  39.9748  0.0274  -0.0066  0.0443
Si  3.8672  2.2327  39.9748  0.0162  -0.0059  -0.0984
Si  7.7343  2.2327  39.9748  -0.0041  0.0753  0.0068
Si  1.9336  5.5818  39.9748  -0.0051  -0.0106  0.0498
Si  5.8008  5.5818  39.9748  0.0267  0.0005  0.0467
Si  9.6679  5.5818  39.9748  0.0122  0.0676  -0.0863
Si  0  8.9308  39.9748  -0.0063  -0.041  -0.0898
Si  3.8672  8.9308  39.9748  0.0033  -0.062  0.0306
Si  7.7343  8.9308  39.9748  0.0344  0.048  -0.0109
Si  1.9336  12.2799  39.9748  -0.037  -0.0248  -0.0269
Si  5.8008  12.2799  39.9748  0.0068  0.014  -0.0429
Si  9.6679  12.2799  39.9748  -0.0107  0.0074  0.0738
Si  -4.2917  6.3641  23.7299  -0.0002  0.001  -0.0004
Si  1.1818  0.6128  29.5445  -0.0087  0.0017  -0.0021
Si  7.6796  3.6266  28.2027  0.0018  0.0021  0.0032
Si  -2.7831  7.6738  31.0502  -0.0006  0.0029  0.001
Si  4.3367  4.9022  30.8313  -0.0011  -0.0014  0.0058
Si  9.3899  5.824  32.7724  0.004  -0.0031  -0.0016
Si  4.5984  6.638  29.3026  0.001  0.0058  -0.0019
Si  -0.9756  11.3011  30.5108  0.0113  0.0048  0.0003
Si  9.736  12.1003  32.6699  -0.0014  0.0035  0.0009
Si  3.7726  8.845  32.6223  -0.002  0.0021  0.001
Si  9.1477  10.5604  24.4119  -0.0002  -0.0002  0.0005
Si  8.286  14.908  30.2455  0.0098  -0.0033  -0.0028
Si  1.4615  2.6757  30.7219  -0.0018  0.0007  0.0072
Si  3.8938  2.4733  30.8931  -0.0029  0.0018  0
Si  10.6966  -0.2201  28.8809  0.0061  0.0059  0.0084
Si  1.0213  8.5007  24.2028  0  0.0011  0.0007
Si  3.196  -0.3999  28.9667  0.0055  0.0075  -0.0269
Si  5.0622  10.8936  25.8109  -0.0009  0.0002  0.0031
Si  -4.5401  11.0477  28.3742  -0.0032  -0.0028  -0.0037
Si  7.0086  14.4672  27.0828  0.0006  -0.0011  -0.0048
Si  3.2018  8.5198  30.1886  -0.0022  -0.0011  -0.0005
Si  -0.4586  12.6023  25.7841  0.0018  0.0014  -0.0031
Si  9.1618  18.8719  26.2438  0  0.0005  0.001
Si  10.6362  14.4613  23.2622  0.0037  0.0015  -0.0008
Si  4.8641  0.1939  30.547  0.0026  -0.0005  -0.0015
Si  3.9587  2.2474  33.2003  -0.0025  0.0014  -0.0005
Si  7.9046  2.0739  32.6555  -0.0016  0.0016  0.0031
Si  1.764  5.5243  33.0217  0.0015  0.002  -0.0053
Si  5.5118  5.4389  32.862  0.0027  0.0012  -0.0004
Si  10.8846  8.8283  30.756  0.0024  -0.0021  -0.0031
Si  -0.0648  8.8764  33.0334  0.0001  0  0.0006
Si  2.5268  10.6976  29.1568  0.0119  0.0088  -0.0023
Si  7.7509  8.818  32.8695  0.0009  0  -0.0023
Si  1.2518  11.9549  30.8302  -0.0189  -0.0085  0.0008
Si  1.8742  18.5984  30.6964  -0.0052  -0.0033  0.0013
Si  13.4489  12.211  33.0561  -0.0001  0.0016  -0.0017
Si  1.998  1.0857  33.7786  -0.0015  0.0013  -0.0036
Si  5.9466  1.1185  33.7186  0.0025  -0.0002  0.0011
Si  9.8628  1.0172  33.4626  0  -0.0015  0.0005
Si  -0.2454  4.5237  33.622  -0.0021  -0.0022  0.0031
Si  3.6801  4.4529  33.9161  0.0012  -0.0018  -0.0027
Si  7.6052  4.3863  33.4406  0.0016  -0.0005  0.0007
Si  1.9175  7.783  33.6602  0  -0.001  -0.0013
Si  5.7238  7.7324  33.5123  0.0006  -0.0017  -0.0003
Si  9.6086  7.8509  33.941  -0.0003  -0.0013  -0.0009
Si  -0.0627  11.0935  33.8148  -0.0007  -0.0008  -0.0027
Si  3.8371  11.0915  33.5656  0.0027  -0.0005  -0.0002
Si  7.639  11.1717  33.3763  -0.0009  0.0019  0.002
Si  1.9359  1.1062  36.0971  -0.0004  0.0005  0.0014
Si  5.8283  1.1167  36.0643  -0.0006  -0.0005  -0.0006
Si  9.699  1.1004  35.9283  -0.0017  0.001  -0.0008
Si  -0.0468  4.4752  36.0061  0.0026  0.0004  -0.0031
Si  3.8537  4.4664  36.1885  0.0008  0.0008  0.0013
Si  7.7267  4.4504  35.9162  -0.0004  -0.0008  -0.0004
Si  1.9355  7.8148  36.0276  0.0006  0.0005  0.0013
Si  5.785  7.8116  35.95  -0.0009  0.0003  0.0009
Si  9.672  7.812  36.2107  -0.0013  0  -0.0005
Si  -0.0106  11.1546  36.123  0.0016  0.0014  0.0009
Si  3.8741  11.1417  35.9805  0.0003  0.0005  0
Si  7.708  11.1723  35.8919  0.0006  -0.0008  -0.0013
Si  -0.0232  0.0107  5.0955  0.001  -0.0008  -0.0006
Si  3.8723  0.0135  4.9867  -0.0002  -0.0009  -0.0025
Si  7.7378  -0.0029  5.1675  -0.0002  -0.0001  0.0011
Si  1.9396  3.3661  5.0432  -0.0012  -0.0002  -0.0023
Si  5.8205  3.3564  5.1019  -0.0002  -0.0003  -0.0001
Si  9.7004  3.3692  5.2608  -0.0002  -0.0002  -0.0004
Si  0.0024  6.7062  5.0931  0.0001  0.0007  0.0017
Si  3.8921  6.6849  5.1137  -0.0001  0.0019  0.0011
Si  7.7397  6.6928  5.2842  0.0003  0.0004  0.0001
Si  1.9311  10.0462  5.0167  0.0009  0  0.0005
Si  5.7975  10.022  5.1296  0.0011  0.0014  -0.0001
Si  9.6456  10.0691  5.2616  0.0027  -0.0016  0.0003
Si  -0.0756  0.085  7.4413  -0.0003  -0.0004  0.0006
Si  3.8745  0.0533  7.2702  0.0007  0.0006  0.0028
Si  7.7459  0.0513  7.5656  0.0029  0.002  -0.0015
Si  2.0472  3.4154  7.3496  -0.0001  -0.002  0.002
Si  5.9556  3.3962  7.4502  0.0003  0.001  0.0001
Si  9.8873  3.4638  7.7526  -0.001  0.0007  0.0007
Si  0.0842  6.813  7.4331  -0.0033  0.0001  -0.0064
Si  3.9981  6.6682  7.4697  -0.001  0.0023  -0.0001
Si  7.8139  6.7121  7.8368  -0.0032  0.0013  -0.0007
Si  1.9214  10.0543  7.3139  0.0008  -0.0016  0.0008
Si  5.7487  9.9762  7.4987  0.002  0.0004  0.0012
Si  9.5586  10.1738  7.7686  -0.0041  0.0018  -0.0004
Si  0.2989  2.2452  8.3505  -0.0006  0  -0.001
Si  -0.0993  1.8038  13.9284  0.0003  0  0.0043
Si  7.8467  1.8619  10.663  0.0015  -0.0027  -0.004
Si  7.3903  3.7688  12.0815  -0.0032  0.0047  -0.0012
Si  3.5389  5.4968  12.0953  -0.0001  0.0068  -0.0025
Si  13.2248  1.7639  10.342  -0.0014  0.0034  0.0044
Si  0.006  9.0739  8.213  0.0037  -0.0002  -0.0095
Si  3.7569  8.8902  8.208  -0.005  -0.0014  0.0034
Si  4.5574  9.0171  12.0189  0.0026  0.0039  0.0001
Si  1.8928  12.3124  7.8465  -0.0009  -0.0008  0.0003
Si  5.7277  12.2403  8.0841  -0.0006  -0.0013  0.0009
Si  9.6671  12.4829  8.5597  -0.001  -0.0009  -0.0003
Si  3.9611  2.5555  10.3514  0.0005  0.001  0.0058
Si  4.6662  -1.0434  10.1419  -0.0115  0.0121  -0.0132
Si  11.8396  0.6554  11.9272  -0.0013  -0.0002  -0.001
Si  -0.4592  0.249  16.6538  -0.0002  0.0014  0.0025
Si  5.8316  5.4831  8.5301  0.0003  -0.001  0.0004
Si  7.5868  8.9744  8.6228  0.0005  0.0008  -0.0012
Si  -1.9872  13.5138  10.8966  0.0005  0.0012  0.0019
Si  8.7599  11.0923  12.5726  0.0016  0.002  -0.0031
Si  8.6609  9.706  15.2343  0.0001  -0.0001  -0.0006
Si  2.3938  12.925  9.9651  0.0169  -0.0101  0.0021
Si  7.1148  7.1801  15.0329  0.0006  -0.0004  0
Si  12.1946  8.757  10.4549  0.0014  -0.0049  0.0108
Si  2.0267  5.6349  8.1807  0.0022  0.0036  0.0021
Si  9.9346  5.7713  8.6194  0.0025  -0.0006  0.0011
Si  6.9365  -4.4062  11.0748  0.0001  0.0011  0.0023
Si  5.2844  4.5271  10.8178  0.0017  -0.0018  -0.0021
Si  5.0962  -0.0448  12.8894  -0.0045  0.0003  -0.0001
Si  6.7996  -1.0342  17.8197  -0.0003  0.0009  0.0016
Si  -3.7344  2.3196  8.3408  -0.0032  -0.0025  0.0022
Si  1.9617  6.1216  10.4912  -0.003  -0.0077  0.0042
Si  11.7891  10.1995  12.2367  -0.0127  0.0064  0.0048
Si  5.6205  14.3584  10.8951  0.0027  0.0059  0.0028
Si  2.387  17.2029  14.386  -0.0104  -0.0033  0.003
Si  2.9534  8.3473  10.3684  0.0025  0.0105  -0.0111
O  19.7098  8.2119  27.7466  -0.0009  -0.0005  0.0034
O  10.2353  20.1173  12.1266  0.0046  0.0008  -0.0019
O  -1.5417  4.3085  25.5611  -0.0011  0.0011  0.0005
O  1.417  8.6725  18.9364  -0.0002  0.0007  -0.0007
O  -9.0086  2.5879  23.0572  0.0006  0.0013  0.0011
O  18.0243  -0.2681  13.8353  -0.0022  0.0013  -0.0048
O  -3.3068  5.099  11.7411  0.0002  0.0004  0.0014
O  4.0172  14.3692  13.63  0.0046  -0.0035  -0.0108
O  -2.4699  17.1391  21.2878  -0.0005  0.0012  0
O  -14.9278  -1.3339  18.4723  -0.0001  0.0001  -0.0005
O  -2.7794  12.6432  12.0888  -0.0008  -0.0017  -0.0005
O  -4.3607  6.6402  16.5766  -0.0005  0.0011  0.0001
O  13.7879  21.1241  23.3645  -0.0002  0.0008  0.0003
O  -7.7634  -17.0284  18.8606  0.0011  0.0006  -0.0001
O  15.1143  -2.2285  26.139  -0.0008  0.0003  0.0006
O  -0.0387  13.1529  20.0497  -0.0012  -0.0017  -0.001
O  5.4008  4.5975  25.9174  -0.0006  0.0004  0.0005
O  20.3654  9.329  25.419  0  0.0002  -0.0007
O  -12.8653  12.2466  16.6129  -0.0005  0.0003  0.0002
O  6.9756  13.8937  23.4314  0.0004  -0.0003  0.001
O  -1.6729  8.597  20.7326  -0.0001  0.0009  0.0004
O  31.4255  -6.2208  19.0492  -0.0004  0.0008  -0.0002
O  -9.9645  11.1757  19.538  0  -0.0002  -0.0002
O  4.1683  5.8311  27.8908  0.0011  -0.001  0.0041
Si  9.5292  11.3434  17.6954  0.0012  0.001  0.001
Si  4.9347  14.6989  18.9752  -0.0023  0.0014  0.0016
Si  3.8128  15.2358  23.8245  -0.0002  -0.0006  0.0003
Si  -4.2047  8.2286  29.2366  -0.0038  0.0021  -0.0014
Si  1.9428  10.8178  26.212  0.0009  0.0019  0.0005
Si  2.4125  9.7445  19.6334  -0.001  0.0015  0.0009
Si  11.6839  11.525  19.9287  0.0004  0.0033  0.0012
Si  6.8398  0.4794  15.2121  0.0014  0.0028  0.0023
Si  6.0207  11.254  21.3752  -0.0007  0.0014  0.0009
Si  -0.7846  17.38  24.1685  0.0001  0.0002  -0.0005
Si  11.3829  7.6383  26.9218  0.0003  0.0003  -0.0001
Si  -6.1293  17.6572  19.4565  -0.0011  0.0001  0.0012
Si  9.7072  2.8271  17.7166  0.0013  0.0007  0.0016
Si  -4.742  6.9263  18.1537  -0.0001  0.0002  0.0009
Si  1.785  20.0414  15.4524  -0.002  -0.0007  0.0015
Si  10.5352  9.4999  21.9611  0.0003  0.001  0.0003
Si  3.9197  0.1451  21.4396  -0.0024  0.0008  0.0002
Si  5.463  9.7801  18.7599  -0.0011  -0.0001  0.0008
Si  -0.4586  6.6274  10.7017  -0.0034  0.0015  0
Si  -1.8559  7.3629  19.6538  0.0003  -0.0002  0.0006
Si  -0.0982  22.1194  14.9184  -0.0012  0.0004  -0.0001
Si  5.6355  8.9666  23.4685  -0.0007  0.0013  0.0018
Si  13.2089  25.4257  11.9684  0.0009  -0.0005  0.0024
Si  2.3016  14.4255  17.4059  -0.0031  0.0026  0.007
Si  0.8841  3.0845  19.0632  -0.0009  -0.0002  0.0025
Si  17.2073  12.4327  32.6788  0.0005  -0.0022  0.0002
Si  3.0417  7.9648  21.9903  -0.0003  0.0001  -0.0003
Si  4.8176  17.7965  27.4161  -0.0004  0.0004  -0.001
Si  9.4833  18.6466  21.7996  0.0005  -0.0002  -0.0006
Si  -4.8309  13.3583  29.1665  -0.0023  0.0022  0.0027
Si  0.5668  21.4482  17.7214  0.0001  0.0001  0.002
Si  -2.8425  16.2296  14.7678  -0.0017  -0.0012  0.0008
Si  -2.5703  9.3541  27.0317  0.001  0.0018  -0.0005
Si  2.1493  30.8938  23.4697  -0.0006  0.0004  -0.0012
Si  -10.7214  14.3752  20.703  -0.001  0.0018  -0.0008
Si  -3.5719  2.9693  20.3846  0.0003  0.0005  0.0004
Si  1.0731  7.4252  29.7708  0.0002  -0.0021  0.0062
Si  7.0118  12.8342  24.6762  -0.0004  -0.0003  -0.0009
Si  4.9758  4.4415  24.3622  0.0001  0.0001  0.0007
Si  15.5772  11.3599  12.2362  -0.0082  -0.0037  0.0081
Si  11.8151  15.7137  32.8066  0.0007  0.0002  -0.0019
Si  2.6304  5.1655  20.6576  -0.0021  -0.0001  -0.0009
Si  -7.501  15.0289  15.1093  0.0028  -0.0006  0.007
Si  -2.9632  6.5342  12.4464  -0.0024  -0.0015  0.0003
Si  7.8741  0.2739  22.0704  0.0003  0.001  0.0006
Si  3.9859  2.2812  8.0476  0.0022  -0.0016  -0.005
Si  4.0678  1.6736  26.7415  -0.0053  -0.0259  0.0104
Si  4.2416  7.2313  13.6322  0.0007  -0.0027  0.0005
O  -3.8698  7.6926  11.7263  0.0001  0.0018  0.0004
O  -5.6104  18.804  23.5541  0.0005  0.0015  0.0003
O  -18.6208  12.0543  21.2021  0.0011  -0.0004  -0.0004
O  -9.8907  23.6206  27.7421  -0.0007  -0.0005  0.0009
O  1.7788  15.9333  17.7811  0.0019  0.0006  -0.0036
O  6.0905  17.3843  28.3661  0  0.0002  0.0003
O  26.7321  14.0713  18.4133  0.0016  0.0002  -0.0003
O  7.639  16.9246  13.748  0.0026  -0.0015  0.006
O  0.9898  13.4475  17.4163  -0.0011  -0.0005  -0.001
O  -12.1866  3.5466  18.4258  -0.0026  0.0009  -0.0018
O  3.392  -8.529  24.2207  0  0.0006  0.0004
O  -0.2192  0.6954  15.1211  0.001  0.0018  -0.004
O  -8.4791  7.4026  14.8618  -0.0017  0.0008  0.0015
O  -8.7313  6.7853  20.8508  0.0004  0.0016  0.0005
O  16.6894  2.8872  23.8418  -0.0012  0.0004  -0.0006
O  0.2787  -4.2823  16.481  -0.0002  0.0006  -0.0006
O  17.1391  25.6332  25.0091  0.0012  0.0017  -0.0001
O  17.5121  10.784  27.2112  0.0051  -0.0009  0.0026
O  -16.335  7.9292  23.6948  0.0002  -0.0002  -0.0003
O  -2.4754  3.4553  16.2813  -0.0008  -0.0003  -0.0015
O  16.1661  8.1451  22.545  0.0002  0.0005  -0.0001
O  1.5141  20.2863  17.049  0.0004  0.0008  -0.0012
O  9.4379  0.1874  22.5661  0.0003  0.0011  0.0004
O  19.5821  2.3821  27.1908  -0.0014  -0.0009  0.001
O  -1.4164  1.2936  17.4526  -0.0003  -0.0001  -0.0012
O  3.7233  3.2096  15.1157  0.0085  0.0025  0.0129
O  10.6147  -2.4736  18.8364  -0.0012  0.0001  -0.0009
O  4.7972  28.039  20.6027  0.0005  0.0006  -0.0004
O  10.5556  -8.2898  23.0112  -0.0003  0.0006  0.0004
O  -1.7119  8.7346  14.7759  0.0006  0.0009  -0.0002
O  -3.1029  16.2507  18.8169  -0.0011  0.0008  0.0005
O  12.0935  20.9852  25.4473  -0.0004  0.0003  0.0002
O  -12.7761  11.2969  25.1063  0.001  0.0038  0.0015
O  -0.8353  7.507  18.3768  -0.0005  0.0009  0
O  7.7724  14.8854  21.0005  -0.0001  0.0002  0
O  -4.9348  3.8523  20.4819  -0.0003  0.0009  -0.0005
O  -3.4392  16.4877  29.6781  -0.0007  0.0034  -0.0031
O  -8.7701  -9.1803  12.8894  0.0079  -0.007  -0.0149
O  8.8878  -3.2696  16.7993  -0.0003  0.0007  -0.0002
O  -1.4407  10.4068  12.1161  0.0106  -0.0014  -0.0018
O  0.2214  14.6672  22.169  -0.0049  -0.0004  0.0059
O  -3.3949  -12.0701  15.0517  0.0008  0.0043  -0.0008
O  2.6051  22.7311  21.2075  0.0001  -0.0001  0.0001
O  14.5442  14.2571  15.9361  -0.0009  -0.0042  -0.0025
O  -7.5068  0.4644  23.027  0.0005  0.001  0.0004
O  -29.6168  2.8827  18.5528  0.0001  0.001  -0.0005
O  11.4882  -4.6595  23.0508  -0.0004  0.0007  -0.0004
O  23.6835  34.0124  14.6397  0.0007  -0.0001  -0.0004
O  32.5187  -3.3579  22.8866  -0.0004  0.0002  -0.0002
O  7.2831  12.3057  21.3684  -0.0005  -0.0001  -0.0002
O  -3.0252  10.9696  14.1959  -0.0005  -0.0002  0.0014
O  -14.7724  -8.4742  27.5952  -0.0009  -0.0017  0
O  1.8719  4.8025  22.0484  0.0004  0.0001  0.0011
O  19.5301  -1.8131  24.2841  -0.0013  0.0024  0.0003
O  -3.3833  19.4798  22.4014  -0.0008  0.0009  0.0008
O  5.8623  -15.7722  17.7699  -0.0001  0.001  -0.0005
O  -0.9686  9.072  27.2739  -0.0007  -0.0004  0.0004
O  6.1226  0.2659  18.5378  0.0006  -0.0004  -0.0011
O  5.9636  21.6993  18.2654  -0.0001  0.0006  -0.0002
O  -5.6221  32.3994  18.642  0.0001  0.0011  -0.0003
O  -14.6485  -2.596  27.6728  -0.0027  -0.0021  0.0016
O  15.3486  3.1368  27.4492  0.0022  -0.0011  -0.0003
O  10.159  16.1602  13.9241  -0.0003  0.0001  -0.0006
O  -22.0094  2.7274  14.2866  -0.0028  -0.0006  -0.0008
O  1.0943  25.5941  26.0681  -0.0049  0  0.0007
O  -9.2427  13.6929  20.9909  0.003  -0.0004  0.0005
O  13.4746  -8.3445  15.2681  -0.0052  0.0108  0.0041
O  -4.7067  -3.5789  29.4861  -0.0006  0.0045  -0.003
O  27.3247  4.5782  20.3234  0.0009  0.0003  -0.0002
O  -1.4201  -6.8272  26.8386  0.0005  0.0006  -0.0001
O  3.2726  14.9436  25.3341  0.006  -0.0008  0.0086
O  5.1509  9.4984  24.9484  -0.0002  0.0002  -0.0009
O  17.2541  -6.5692  14.4018  -0.0007  0.0015  -0.0006
O  -13.4676  14.3232  29.6284  -0.0069  0.0013  -0.004
O  -17.0339  36.9511  20.1782  -0.0002  0.0004  -0.0006
O  -9.998  4.4978  19.5545  0.0018  0.0033  0.0017
O  17.7135  7.2415  29.1123  0.0016  0.0007  0.0008
O  -5.5583  10.3448  22.712  -0.0001  0.0003  -0.0003
O  -7.8215  0.3594  27.6155  0.0024  0.0148  0
O  -13.087  6.0287  20.5186  -0.0007  0.0009  0.0004
O  0.5402  9.726  13.7988  0.0016  -0.0007  0.0025
O  11.3388  10.7774  21.3418  -0.0008  -0.0007  0.0002
O  -17.5962  14.8449  15.7158  -0.0017  -0.0003  -0.0027
O  7.5263  23.7632  11.7841  -0.0005  -0.0036  -0.0022
O  0.8312  4.0249  24.4161  -0.0001  0.0004  0.0001
O  -3.8857  13.4904  25.9866  -0.0034  0.0032  0.0013
O  -10.0327  9.8533  24.9452  -0.0005  0.0003  -0.0002
O  12.4352  -6.1244  28.1137  -0.001  0.0009  -0.0022
O  -3.4884  19.4508  25.1257  -0.0002  0  -0.0001
O  -0.4689  0.3729  24.6525  -0.0013  -0.0018  0.0018
O  7.3038  22.2089  15.0739  -0.0001  0.0009  0.0003
O  8.2584  -20.2828  14.0474  -0.0009  0.0009  -0.0005
O  7.0963  12.6979  16.2698  -0.0007  -0.0005  0.0001
O  10.4773  13.057  27.2272  0.0028  0.0011  -0.0021
O  5.6514  28.4368  26.3818  -0.0076  -0.0028  0.008
O  10.1856  2.5637  23.6938  0.0017  -0.0026  -0.0008

Results
free energy: -220803.377 eV
free energy less fixed offsets of O -568.88, Si -635.61 eV per atom: 8.623 eV

The program warned: the cutoff lies below the one the program advises for these potential files; the forces do not sum to zero within the program's tolerance; the exchange-correlation potential is rough where the density is thin.
